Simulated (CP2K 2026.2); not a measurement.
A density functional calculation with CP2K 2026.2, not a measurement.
Periodic cell of 534 atoms, Si358O176, from a study of silicon, its oxide and their interface. The atomic structure is a simulated model.
Doubt: the forces sum to 2.41 eV/angstrom along one axis rather than to zero, so they err by at least 0.0045 eV/angstrom per atom on average; the grid cutoff is modest.

Settings
functional: PBE
method: Gaussian and plane waves
basis set: DZVP-MOLOPT-SR-GTH
pseudopotentials: GTH-PBE
grid cutoff: 350 Ry, relative cutoff 50 Ry
k points: Gamma only
occupations: fixed
spin: none
net charge: 0

Cell vectors (angstrom)
a 16.32 0 0
b 0 16.32 0
c 0.0178 0.0462 35.226

Atoms and the computed forces on them: element, x, y, z (angstrom), force x, y, z (eV/angstrom)
Si 16.121 0.125 35.161 0.209 -0.003 0.673
Si 3.351 2.187 35.165 -0.224 0.146 0.756
Si 0.002 5.242 0.124 0.005 0.111 0.789
Si 2.557 8.495 35.098 -0.018 -0.138 0.801
Si 15.71 11.615 35.119 0.214 -0.201 0.869
Si 3.071 13.535 0.056 -0.223 -0.071 0.715
Si 5.525 0.001 0.369 -0.06 -0.033 0.61
Si 7.869 2.833 0.108 0.286 -0.034 0.77
Si 5.807 5.151 0.111 -0.283 0.087 0.776
Si 8.358 7.885 35.131 0.009 0.179 0.771
Si 5.131 11.201 35.08 0.235 0.015 0.767
Si 7.914 14.39 35.051 0.037 -0.406 0.702
Si 11.302 15.903 0.156 -0.008 0.085 0.718
Si 13.935 2.357 0.034 -0.029 0.082 0.804
Si 10.603 5.682 35.12 0.173 -0.068 0.788
Si 13.303 8.478 35.165 0.248 -0.148 0.834
Si 11.137 10.774 34.982 -0.326 0.202 0.762
Si 13.485 13.716 0.387 -0.004 -0.016 0.561
Si 1.482 1.228 1.174 -0.044 0.017 -0.058
Si 4.168 3.953 1.288 -0.08 0.036 -0.057
Si 1.379 6.824 1.21 0.017 -0.016 -0.08
Si 3.973 9.664 1.286 0.015 -0.004 -0.036
Si 1.258 12.418 1.16 0.036 -0.045 -0.05
Si 4.165 14.895 1.574 -0.004 -0.001 -0.018
Si 6.844 1.402 1.625 0.023 0.006 -0.046
Si 9.525 4.043 1.271 -0.02 0.03 -0.066
Si 6.856 6.783 1.378 0.016 0.008 -0.02
Si 9.509 9.54 1.083 0.034 -0.029 -0.07
Si 6.847 12.383 0.977 0.016 0.022 -0.069
Si 9.528 15.003 1.424 -0.006 -0.004 -0.044
Si 12.345 1.285 1.367 -0.019 0.041 -0.103
Si 14.915 3.985 1.432 0.014 -0.055 -0.054
Si 12.169 6.807 1.231 -0.008 -0.014 -0.026
Si 14.891 9.663 1.161 0.036 0.012 -0.034
Si 12.085 12.195 1.39 -0.016 -0.032 -0.044
Si 14.974 15.066 1.515 0.008 0.025 -0.062
Si 0.124 2.649 2.632 0.003 -0.047 0.017
Si 2.695 16.275 2.747 -0.012 0.008 0.006
Si 16.295 8.234 2.519 -0.043 0.006 0.019
Si 2.767 5.429 2.559 0 -0.015 0.022
Si 0.041 13.663 2.737 0.013 0.005 0.019
Si 2.595 11.001 2.611 -0.008 0.031 0.022
Si 5.425 2.752 2.857 0.026 0.003 0.053
Si 8.272 0.044 2.844 -0.001 0.019 0.025
Si 5.395 8.216 2.57 -0.02 -0.013 -0.006
Si 8.196 5.402 2.724 0 -0.015 0.026
Si 5.605 13.524 2.708 0.029 -0.021 0.035
Si 8.143 10.943 2.432 -0.034 0.009 -0.036
Si 10.926 2.712 2.625 0.012 -0.015 0
Si 13.616 0.04 2.86 -0.013 -0.026 0.067
Si 10.835 8.202 2.591 -0.014 -0.001 0.011
Si 13.53 5.447 2.637 0.02 0.034 -0.006
Si 10.76 13.541 2.761 0.026 -0.012 0.028
Si 13.545 10.87 2.682 -0.003 0.015 0.038
Si 1.408 4.092 3.979 0.004 -0.008 -0.002
Si 4.047 1.341 4.104 -0.013 0.013 -0.005
Si 1.315 9.554 3.963 -0.004 0.008 -0.011
Si 4.093 6.81 3.953 0.004 -0.047 0.012
Si 1.37 14.964 4.142 -0.006 0.013 0.032
Si 4.088 12.242 3.999 -0.04 0.015 -0.029
Si 6.822 4.115 4.128 0.022 0.013 0.011
Si 9.614 1.424 4.118 -0.008 0.036 0.017
Si 6.793 9.582 3.888 0.02 0.031 -0.006
Si 9.533 6.829 4.014 0.009 -0.002 -0.004
Si 6.866 14.945 4.097 0.001 -0.021 -0.025
Si 9.423 12.169 4.041 0.005 -0.033 0.006
Si 12.228 4.093 4.03 -0.013 -0.006 0.005
Si 15.044 1.395 4.103 0.022 0.036 -0.029
Si 12.208 9.494 4.018 -0.021 0.003 0.001
Si 14.945 6.847 3.922 0.021 0.013 -0.011
Si 12.203 14.926 4.077 -0.004 0.026 -0.026
Si 14.946 12.251 4.011 -0.005 -0.02 -0.029
Si 16.325 16.327 10.824 0.011 0.016 0.004
Si 2.745 2.754 10.83 0.008 -0.011 -0.003
Si 0.023 5.478 10.83 -0.002 -0.01 0.003
Si 2.716 8.171 10.825 -0.006 0.01 -0.011
Si 0.007 10.868 10.835 0.006 -0.007 -0.008
Si 2.73 13.592 10.851 0.005 -0.012 0.005
Si 5.448 16.321 10.857 0.007 0.01 -0.003
Si 8.159 2.739 10.832 -0.001 0.013 -0.004
Si 5.444 5.467 10.844 -0.022 -0.002 0.009
Si 8.159 8.175 10.855 0.013 0.002 -0.001
Si 5.455 10.891 10.848 -0.004 -0.013 0
Si 8.163 13.603 10.845 -0.014 0.018 0.002
Si 10.873 16.317 10.821 0.011 -0.005 0.002
Si 13.601 2.747 10.824 -0.026 -0.008 0.001
Si 10.887 5.457 10.858 -0.004 -0.009 0.003
Si 13.607 8.179 10.839 0.013 -0.003 0.002
Si 10.864 10.874 10.836 0.002 0.01 -0.005
Si 13.595 13.587 10.832 0.005 0.017 0.004
Si 1.391 1.364 12.158 -0.009 0.004 -0.009
Si 4.085 4.119 12.217 0.006 -0.014 0.005
Si 1.371 6.829 12.218 0.024 0.006 0.009
Si 4.09 9.518 12.177 0 0.011 -0.012
Si 1.369 12.224 12.202 -0.007 -0.001 -0.004
Si 4.104 14.94 12.222 -0.007 0.008 0.005
Si 6.806 1.377 12.205 -0.019 -0.016 -0.003
Si 9.511 4.09 12.208 0.003 -0.02 0.008
Si 6.809 6.816 12.223 0 0.007 -0.005
Si 9.499 9.546 12.226 -0.014 -0.024 -0.013
Si 6.816 12.247 12.22 0.012 0.012 0.015
Si 9.523 14.962 12.199 0.018 0.011 -0.001
Si 12.228 1.375 12.155 0.025 0.013 -0.009
Si 14.965 4.122 12.161 0.017 0.005 0.002
Si 12.246 6.836 12.211 0.008 -0.004 0.003
Si 14.978 9.515 12.218 -0.011 0.022 0
Si 12.228 12.223 12.194 -0.017 -0.016 -0.009
Si 14.948 14.965 12.174 -0.001 0.004 0.007
Si 0.016 2.738 13.466 0.007 -0.019 -0.003
Si 2.73 16.321 13.542 0 0.019 -0.001
Si 0.013 8.165 13.612 -0.014 0.003 0.01
Si 2.744 5.498 13.592 -0.005 0.003 0.023
Si 16.312 13.603 13.523 0 -0.021 0.012
Si 2.748 10.855 13.554 0.009 -0.001 -0.002
Si 5.45 2.75 13.567 -0.001 -0.005 -0.007
Si 8.174 16.335 13.558 0 0.011 0.017
Si 5.446 8.196 13.565 -0.001 -0.016 0.003
Si 8.167 5.452 13.592 -0.014 -0.005 0.005
Si 5.468 13.581 13.608 -0.008 -0.009 0.013
Si 8.154 10.903 13.621 0.018 -0.016 0.008
Si 10.876 2.707 13.538 -0.016 -0.013 -0.001
Si 13.558 16.324 13.51 -0.031 0.025 -0.002
Si 10.867 8.193 13.574 -0.009 0.036 -0.011
Si 13.637 5.488 13.55 -0.016 -0.008 0.011
Si 10.85 13.563 13.555 0 0.002 0.011
Si 13.602 10.877 13.557 -0.01 -0.024 -0.011
Si 1.316 4.11 14.852 -0.001 -0.024 -0.014
Si 4.083 1.374 14.899 0.001 -0.006 -0.012
Si 1.424 9.508 14.95 0.037 -0.011 0.04
Si 4.14 6.853 14.97 0.002 -0.009 0.01
Si 1.358 14.949 14.879 0.004 -0.001 0.006
Si 4.103 12.177 14.949 0.037 -0.006 -0.009
Si 6.807 4.088 14.965 -0.023 -0.001 -0.015
Si 9.533 1.355 14.943 0.015 0.008 0.012
Si 6.749 9.569 14.966 -0.035 0.047 0.009
Si 9.516 6.844 14.946 0.011 -0.017 0.042
Si 6.865 14.951 14.938 0.006 0.008 -0.003
Si 9.531 12.231 15.012 0.021 0.01 0.018
Si 12.244 4.107 14.828 0.03 -0.01 -0.026
Si 14.964 1.379 14.789 0.011 0.025 -0.014
Si 12.238 9.539 14.943 0.01 0 -0.025
Si 14.962 6.822 15.001 -0.015 -0.024 0.03
Si 12.185 14.955 14.867 0.033 0.019 0.002
Si 14.948 12.26 14.893 -0.032 -0.01 0.009
Si 16.278 16.339 16.162 -0.03 -0.02 -0.002
Si 2.67 2.763 16.182 0.023 0.02 -0.035
Si 16.307 5.381 16.324 0.023 0.023 0.047
Si 2.78 8.164 16.385 0.012 0.014 0.003
Si 0.04 10.92 16.211 -0.001 0.087 -0.027
Si 2.737 13.577 16.216 -0.024 0.027 -0.032
Si 5.505 0.035 16.223 -0.025 0.038 -0.023
Si 8.229 2.768 16.313 0.013 0.004 0.006
Si 5.495 5.489 16.344 0.016 -0.006 -0.004
Si 8.127 8.232 16.283 -0.008 -0.045 0.077
Si 5.399 10.857 16.452 -0.031 0.017 -0.01
Si 8.153 13.573 16.395 0.011 -0.01 0.003
Si 10.787 16.195 16.301 0.002 0.003 0.042
Si 13.607 2.729 16.125 0.007 0.036 0.008
Si 10.96 5.481 16.226 0.003 -0.007 -0.016
Si 13.555 8.196 16.349 -0.018 0.003 -0.038
Si 10.974 10.919 16.375 -0.009 0.032 -0.021
Si 13.586 13.666 16.221 -0.017 0.014 -0.068
Si 1.266 1.407 17.472 0.048 0.064 -0.007
Si 4.002 4.115 17.554 -0.01 0.012 0.018
Si 1.455 6.682 17.654 -0.007 -0.068 -0.002
Si 4.05 9.503 17.911 0.001 0.004 0.061
Si 1.316 12.329 17.614 0.001 0.034 0.027
Si 4.147 14.934 17.483 0.026 -0.024 -0.019
Si 6.899 1.331 17.622 0.011 -0.057 -0.019
Si 9.63 4.183 17.628 -0.07 0.025 -0.023
Si 6.895 6.832 17.752 0.065 -0.001 0.043
Si 9.55 9.543 17.632 0.054 0.037 -0.032
Si 6.753 12.268 17.8 -0.051 0.001 -0.023
Si 9.504 14.827 17.877 0.047 0.047 0.004
Si 12.285 1.283 17.376 0.001 -0.045 -0.014
Si 14.824 4.039 17.643 -0.046 -0.035 -0.023
Si 12.228 6.782 17.741 0.042 -0.001 -0.001
Si 14.984 9.604 17.563 -0.049 0.012 0.052
Si 12.32 12.39 17.716 0.007 0.01 0.042
Si 14.925 15.034 17.571 0.042 -0.026 0
Si 16.128 2.548 18.911 -0.051 -0.002 0.009
Si 2.727 0.034 18.605 -0.063 -0.041 -0.052
Si 16.24 8.029 18.755 -0.06 -0.027 0.014
Si 2.714 5.288 19.183 -0.078 0.007 0.029
Si 16.215 13.7 18.982 0.441 0.423 -0.232
Si 2.47 10.949 19.121 0.062 -0.067 0.039
Si 5.498 2.813 18.736 -0.303 -0.292 -0.268
Si 8.012 16.193 19.163 -0.068 -0.038 0.083
Si 5.476 8.008 19.261 -0.054 -0.021 -0.012
Si 8.819 5.986 18.963 -0.044 -0.025 -0.119
Si 5.276 13.647 19.116 -0.027 -0.032 0.087
Si 8.264 10.925 19.034 -0.002 0.012 0.02
Si 10.976 2.609 18.689 0.019 -0.012 0.038
Si 13.468 16.29 18.895 -0.072 0.019 0.059
Si 10.468 7.802 18.943 -0.043 0.042 0.15
Si 13.478 5.337 19.18 0.037 -0.055 0.075
Si 11.005 13.551 19.364 0.016 0.062 0.045
Si 14.087 11.383 18.883 -0.281 -0.22 -0.276
Si 0.906 4.051 20.259 0.38 -0.044 -0.698
Si 4.208 1.3 19.879 -0.039 0.11 -0.667
Si 1.081 9.344 20.238 -0.046 0.33 -0.727
Si 4.342 6.327 20.622 0.216 -0.175 -0.421
Si 1.552 15.21 20.257 -0.371 0.055 -0.5
Si 3.451 12.73 20.346 0.103 -0.137 -0.828
Si 6.104 4.755 21.029 0.007 0.737 -0.059
Si 9.707 1.188 20.005 -0.149 -0.113 -0.738
Si 6.931 9.553 20.365 0.221 -0.438 -0.678
Si 8.278 5.666 21.236 -0.446 -0.102 -0.688
Si 6.183 15.289 20.592 0.53 -0.423 -0.671
Si 9.744 11.926 20.609 0.001 0.124 -0.662
Si 12.388 3.504 20.329 -0.05 0.309 -0.819
Si 14.626 1.317 20.362 0.299 -0.075 -0.655
Si 11.262 9.106 20.8 0.007 -0.178 -0.714
Si 15.22 6.508 20.273 -0.296 0.126 -0.657
Si 12.003 15.448 20.559 0.179 -0.491 -0.757
Si 13.258 10.257 20.658 0.286 -0.383 -0.28
Si 1.976 1.662 21.813 -0.248 -0.159 -0.321
Si 1.074 1.831 26.451 -0.154 -0.001 -0.222
Si 2.326 7.617 22.367 0.153 -0.019 -0.043
Si 13.35 10.791 23.434 -0.043 -0.198 -0.232
Si 5.419 11.887 24.428 -0.133 0.008 -0.114
Si 6.309 14.599 23.774 -0.144 0.036 -0.249
Si 8.768 2.112 24.58 -0.217 -0.079 -0.282
Si 5.939 3.517 23.746 0.103 -0.125 -0.092
Si 8.249 8.243 22.906 0.048 0.017 -0.121
Si 1.928 6.741 26.86 -0.041 0.045 -0.005
Si 12.535 0.121 26.944 -0.111 -0.158 -0.093
Si 14.03 16.058 22.902 0.006 -0.023 -0.399
Si 14.502 1.798 25.27 0.082 -0.017 -0.244
Si 9.914 3.265 22.089 0.136 0.073 -0.273
Si 14.889 9.077 21.77 -0.297 0.14 -0.376
Si 7.136 11.208 26.962 0.028 -0.015 -0.076
Si 14.214 13.475 24.87 -0.092 0.077 -0.282
Si 2.833 2.992 24.307 0.097 0.111 -0.305
Si 0.39 4.349 28 -0.128 0.137 -0.041
Si 14.713 4.9 25.745 0.084 0.092 -0.035
Si 4.705 10.337 28.259 -0.148 -0.131 0.043
Si 16.082 13.479 27.423 -0.004 -0.067 -0.107
Si 4.343 14.624 28.106 0.173 -0.12 0.073
Si 8.32 4.352 26.45 -0.148 0.011 -0.125
Si 6.872 6.316 24.934 -0.025 0.084 -0.16
Si 4.7 7.849 26.324 -0.081 -0.012 -0.151
Si 6.445 2.544 27.646 -0.159 -0.029 -0.046
Si 5.125 11.001 21.923 -0.154 0.069 -0.153
Si 9.518 12.846 26.131 -0.043 0.078 -0.157
Si 9.378 4.704 29.307 -0.068 -0.068 0.186
Si 1.087 5.663 24.176 -0.079 -0.133 -0.091
Si 12.444 7.184 26.204 -0.063 -0.043 -0.084
Si 11.148 8.755 23.78 0.058 0.125 -0.128
Si 13.564 14.081 28.812 0.025 0.157 0.122
Si 12.333 12.396 26.867 0.058 0.037 -0.127
Si 5.324 13.313 30.628 0.019 -0.023 0.061
Si 0.176 8.985 28.328 -0.028 -0.047 -0.042
Si 1.964 4.107 33.547 0.033 -0.173 0.058
Si 13.721 9.802 27.448 -0.064 -0.101 0.141
Si 1.848 11.525 28.564 -0.001 -0.03 0.05
Si 6.632 3.602 30.425 0.084 -0.093 -0.033
Si 11.822 14.295 30.942 -0.128 0.102 0.269
Si 3.818 9.48 23.855 -0.049 0.185 -0.052
Si 8.241 9.265 28.712 -0.025 -0.099 0.079
Si 5.287 16.216 30.324 0.006 0.004 0.131
Si 6.087 16.118 26.377 0.028 0.171 -0.112
Si 12.533 9.367 30.298 0.019 0.071 0.113
Si 1.69 15.661 28.142 0.012 0.092 0.147
Si 5.665 8.3 30.167 0.032 0.008 0.177
Si 10.767 7.338 28.884 0.045 -0.035 -0.114
Si 9.239 13.473 23.419 0.112 -0.036 -0.381
Si 15.361 8.507 31.094 0.002 0.126 0.167
Si 1.825 3.948 30.516 0.113 0.035 0.133
Si 7.793 0.406 28.649 -0.135 -0.079 -0.135
Si 2.421 12.537 31.444 -0.022 0.049 0.242
Si 4.363 5.626 30.619 -0.002 -0.055 -0.061
Si 1.646 15.13 33.024 -0.107 -0.041 0.169
Si 6.593 9.382 32.903 -0.152 -0.029 0.243
Si 8.359 1.884 32.388 -0.063 -0.027 0.107
Si 9.727 15.626 32.961 -0.128 -0.059 0.16
Si 7.947 11.418 30.966 -0.117 0.006 0.071
Si 3.902 6.386 33.473 0.059 -0.047 0.183
Si 10.79 0.183 29.354 0.211 0.067 0.061
Si 10.887 2.722 30.964 0.013 -0.015 0.116
Si 12.505 4.202 33.074 -0.071 0.062 0.313
Si 2.566 0.835 30.831 0.013 0.023 0.016
Si 10.845 11.565 31.872 -0.057 -0.201 0.295
Si 14.541 6.566 33.104 -0.102 -0.008 0.26
Si 10.153 15.605 25.112 -0.037 0.037 -0.18
Si 0.931 10.265 32.949 0.039 -0.076 0.154
O 4.516 1.079 34.788 0.105 -0.221 -0.522
O 0.3 15.542 33.869 -0.295 -0.409 -0.271
O 2.853 2.765 33.704 -0.047 -0.197 -0.456
O 2.016 0.146 32.196 -0.027 0.284 0.199
O 15.653 6.162 34.179 0.225 0.339 -0.322
O 0.739 4.013 34.588 -0.15 -0.401 0.157
O 3.63 7.849 34.053 0.405 0.307 -0.11
O 1.542 9.371 34.161 -0.2 0.389 0.127
O 16.136 11.22 33.606 -0.188 0.188 -0.459
O 2.075 11.197 32.289 0.257 -0.21 0.186
O 4.048 12.384 34.657 -0.119 -0.082 -0.384
O 2.753 14.69 34.126 0.194 0.205 -0.116
O 8.816 14.443 33.658 0.143 -0.449 -0.513
O 9.209 0.093 29.238 -0.282 -0.005 0.201
O 6.64 15.423 34.772 0.082 0.12 -0.197
O 8.134 2.037 33.973 0.021 -0.44 -0.096
O 5.349 5.878 33.931 0.421 0.264 -0.589
O 6.899 4.081 34.853 0.074 0.046 -0.22
O 7.492 8.447 33.868 -0.063 0.062 -0.218
O 7.585 10.374 32.13 0.33 0.148 0.217
O 5.857 8.457 31.782 -0.001 -0.365 0.154
O 5.582 10.317 33.772 -0.188 -0.033 -0.368
O 11.252 1.199 30.539 0.187 -0.117 0.361
O 8.721 0.305 32.157 -0.444 -0.271 -0.626
O 10.5 0.197 34.086 -0.257 0.753 -0.235
O 12.447 14.826 34.869 -0.224 0.147 -0.34
O 15.058 1.309 34.7 0.116 0.244 -0.448
O 13.19 3.071 33.996 -0.101 0.027 -0.346
O 9.475 6.778 34.608 -0.229 -0.174 -0.405
O 11.25 4.911 33.827 -0.33 -0.369 -0.509
O 13.74 7.807 33.751 -0.175 0.057 -0.598
O 12.245 9.621 34.687 0.189 0.125 -0.205
O 11.819 12.752 31.387 0.561 -0.067 -0.211
O 10.791 11.381 33.497 -0.079 0.124 -0.295
O 14.545 12.748 34.806 0.087 -0.088 -0.599
O 11.107 14.942 29.634 -0.267 -0.297 -0.455
O 1.051 2.984 21.521 -0.415 0.114 0.347
O 16.23 5.282 20.706 0.196 0.178 0.243
O 5.189 0.241 20.616 0.083 0.169 0.199
O 3.341 2.032 21.035 0.063 0.601 0.249
O 2.082 8.236 20.899 0.244 -0.193 -0.349
O 0.038 9.749 21.448 0.043 0.336 0.419
O 6.35 3.933 19.617 0.564 0.188 0.086
O 3.72 6.798 22.101 0.385 -0.024 0.441
O 2.514 13.999 20.827 0.042 -0.117 0.425
O 1.434 0.164 21.368 -0.048 0.105 0.433
O 5.835 10.792 20.516 -0.161 0.51 -0.4
O 3.939 12.082 21.762 -0.379 0.3 0.455
O 5.846 3.564 22.126 -0.004 -0.36 -0.072
O 6.151 5.08 24.165 -0.328 0.16 -0.216
O 10.766 0.182 20.76 -0.137 0.098 0.55
O 9.133 2.294 21.057 -0.731 0.237 0.033
O 4.021 10.989 24.482 -0.64 0.393 0.351
O 3.487 7.082 27.063 0.254 -0.12 0.151
O 9.049 4.609 22.205 -0.253 0.183 0.368
O 8.729 7.09 21.878 0.475 0.124 -0.204
O 7.765 13.95 23.825 -0.067 0.117 0.362
O 6.136 14.909 22.189 -0.196 -0.173 0.293
O 11.635 16.059 25.621 0.415 0.117 -0.23
O 9.329 12.815 21.943 0.006 0.108 0.082
O 11.417 3.682 21.64 -0.088 0.301 0.726
O 13.594 2.513 20.844 0.215 -0.034 0.601
O 14.985 0.366 21.687 0.233 -0.174 0.059
O 16.105 1.528 25.492 0.124 -0.189 -0.328
O 11.5 8.323 22.237 0.135 -0.406 -0.023
O 10.32 10.454 21.091 -0.162 -0.042 0.276
O 14.895 7.442 21.597 -0.24 -0.382 0.314
O 14.4 14.742 23.834 0.062 -0.151 0.34
O 12.739 15.52 22.035 0.083 -0.388 0.315
O 12.957 11.308 21.934 -0.475 0.704 -0.068
O 15.154 12.516 19.516 -0.24 -0.125 0.456
O 2.306 2.615 25.77 0.296 -0.046 0.613
O 1.769 0.521 27.057 0.501 0.056 -0.314
O 4.463 3.079 24.29 -0.093 -0.005 0.49
O 2.322 1.751 23.38 -0.141 -0.535 0.424
O 2.379 8.873 23.418 -0.314 0.165 0.476
O 1.72 6.645 25.277 0.06 0.695 -0.133
O 14.107 12.051 24.096 0.418 -0.067 0.16
O 15.463 13.485 25.916 0.527 -0.163 -0.22
O 0.912 12.334 27.518 0.095 -0.08 -0.47
O 7.502 9.284 21.894 -0.066 0.319 0.532
O 9.553 12.376 24.567 -0.076 -0.827 0
O 6.156 11.552 23.02 0.582 0.12 -0.006
O 9.111 0.563 25.004 -0.31 -0.299 0.27
O 7.212 7.553 23.944 -0.214 0.176 0.246
O 5.971 6.867 26.166 0.028 -0.329 0.337
O 1.594 5.296 27.482 0.563 -0.133 0.012
O 8.233 5.673 25.524 0.697 0.055 0.097
O 7.206 2.511 24.136 0.026 -0.444 -0.061
O 6.382 11.296 25.55 0.237 -0.278 -0.14
O 1.177 6.575 22.831 -0.265 -0.078 -0.467
O 13.398 15.327 27.769 0.288 0.145 -0.233
O 5.246 13.499 24.37 -0.486 0.181 0.436
O 11.469 0.717 28.001 0.092 0.483 -0.038
O 13.628 1.211 26.494 -0.143 0.348 0.591
O 13.979 1.009 23.932 -0.325 0.342 0.123
O 14.248 3.411 25.261 -0.355 0.135 -0.107
O 9.636 8.474 28.62 -0.124 -0.023 -0.185
O 9.889 2.468 23.473 0.366 -0.102 0.334
O 11.987 10.14 24.093 -0.142 0.319 0.647
O 11.593 7.636 24.877 -0.237 -0.415 -0.009
O 8.201 12.422 26.965 -0.242 0.497 0.215
O 5.986 11.317 28.098 -0.163 0.658 0.307
O 12.827 13.487 25.745 -0.255 0.235 -0.175
O 14.425 9.549 23.273 0.299 -0.189 0.47
O 7.333 15.803 27.393 0.226 -0.502 -0.069
O 2.063 4.381 23.924 -0.021 -0.073 0.032
O 0.531 4.358 29.62 -0.493 0.32 0.096
O 0.563 2.792 27.636 -0.221 -0.322 0.507
O 15.347 4.862 27.264 -0.368 0.313 0.438
O 0.964 7.892 27.447 -0.189 0.009 0.102
O 15.891 5.315 24.667 -0.006 -0.212 -0.321
O 4.954 9.183 27.168 0.157 0.187 -0.081
O 3.35 11.186 28.025 -0.037 0.078 -0.548
O 1.912 12.381 29.925 -0.417 0.157 -0.064
O 13.253 11.093 26.609 0.414 -0.08 -0.6
O 4.939 13.454 29.045 0.137 -0.191 -0.106
O 4.6 9.557 22.43 0.137 -0.569 -0.056
O 7.951 4.46 30.03 -0.166 0.32 0.122
O 7.881 1.916 28.071 0.662 0.184 0.171
O 6.78 3.863 26.77 -0.316 0.232 -0.11
O 13.32 8.448 26.682 0.385 0.062 -0.072
O 4.399 8.351 24.826 0.318 -0.196 -0.034
O 3.736 6.367 31.898 -0.19 0.195 -0.368
O 6.298 15.905 24.768 0.092 0.648 -0.244
O 5.545 4.612 31.066 0.043 0.122 0.696
O 4.561 15.997 28.904 -0.2 0.575 -0.334
O 5.035 14.922 26.691 -0.343 -0.574 -0.546
O 9.102 3.115 25.791 0.612 -0.259 0.541
O 10.185 14.8 23.669 0.532 0.375 -0.176
O 10.771 12.062 26.758 -0.058 -0.504 0.355
O 10.066 6.114 29.68 -0.173 0.062 0.44
O 13.449 5.942 25.811 -0.192 -0.092 -0.206
O 11.448 6.861 27.468 -0.141 -0.512 0.017
O 7.888 9.785 27.207 0.333 -0.191 -0.424
O 12.994 9.998 28.88 0.155 0.193 -0.007
O 13.897 9.207 31.165 -0.267 0.455 0.474
O 9.507 8.879 23.728 -0.055 0.25 0.278
O 9.643 14.473 26.181 -0.368 0.263 0.34
O 0.291 14.944 27.852 -0.466 0.227 -0.096
O 12.467 12.974 28.365 -0.424 -0.357 0.332
O 4.202 0.864 31.033 0.193 0.482 0.162
O 6.764 0.373 29.901 0.138 0.197 0.437
O 15.335 9.764 27.521 0.12 0.29 -0.343
O 15.808 8.235 29.574 0.082 -0.584 -0.053
O 1.483 4.355 32.044 -0.596 0.488 -0.076
O 2.789 5.389 34.084 0.044 0.235 0.44
O 1.207 10.082 28.88 0.153 -0.312 0.471
O 1.611 13.828 32.043 -0.107 -0.245 -0.124
O 3.138 4.767 29.98 0.11 0.089 -0.607
O 4.049 12.678 31.416 0.186 -0.071 0.396
O 9.141 4.774 27.735 0.169 0.423 -0.133
O 7.107 2.478 31.519 -0.459 -0.01 0.107
O 10.969 15.016 32.124 0.372 -0.212 0.278
O 9.668 2.74 32.015 0.103 0.475 0.287
O 4.974 6.875 29.772 -0.172 -0.108 -0.558
O 2.768 14.479 27.862 -0.256 -0.457 -0.375
O 5.846 3.001 29.097 -0.433 0.025 -0.023
O 8.295 10.615 29.609 0.108 0.218 -0.278
O 5.485 14.84 31.168 -0.115 0.006 0.593
O 6.708 12.475 30.817 0.17 -0.071 0.045
O 5.688 1.369 26.768 -0.173 0.305 -0.143
O 9.364 12.055 31.41 -0.07 0.325 0.195
O 13.585 5.34 32.745 0.182 -0.166 -0.336
O 12.098 3.49 31.69 0.201 0.079 -0.294
O 1.927 16.251 29.634 -0.212 -0.1 0.082
O 14.943 13.268 28.554 0.17 -0.225 0.313
O 4.753 9.578 29.701 -0.189 0.139 0.192
O 7.083 8.329 29.369 0.107 -0.385 -0.12
O 11.869 7.937 29.915 0.095 -0.337 0.416
O 15.268 7.051 31.767 0.218 -0.452 -0.308
O 13.374 14.479 30.396 0.345 0.262 0.134
O 10.416 3.516 29.644 0.136 -0.102 -0.353
O 11.433 10.236 31.128 -0.299 -0.227 -0.104
O 0.187 9.367 31.844 0.111 0.137 -0.164
O 2.097 2.353 30.55 -0.062 -0.23 -0.066
Si 0.014 0.009 5.478 0.001 -0.008 0.011
Si 2.716 2.748 5.42 -0.01 0.002 -0.001
Si 16.322 5.472 5.3 -0.011 -0.008 -0.014
Si 2.704 8.173 5.306 0.015 0.01 -0.011
Si 16.301 10.885 5.371 -0.002 0.011 0.01
Si 2.769 13.597 5.42 0.01 0.014 0.009
Si 5.448 16.299 5.417 0.006 0.019 0.009
Si 8.193 2.747 5.448 0.002 -0.011 0.025
Si 5.441 5.504 5.403 -0.012 -0.001 0.004
Si 8.139 8.21 5.317 -0.018 0.002 -0.004
Si 5.431 10.862 5.346 0.016 0.006 -0.01
Si 8.162 13.565 5.454 0.015 0.016 0.006
Si 10.913 16.326 5.455 -0.001 -0.008 -0.002
Si 13.635 2.768 5.399 -0.002 -0.008 -0.004
Si 10.88 5.465 5.391 -0.001 -0.008 0.011
Si 13.595 8.152 5.359 -0.006 0.002 -0.011
Si 10.849 10.852 5.377 -0.001 -0.002 0.022
Si 13.598 13.589 5.408 0.001 -0.024 0.01
Si 1.372 1.392 6.801 -0.01 0.003 0.003
Si 4.093 4.11 6.754 0.007 0.001 -0.004
Si 1.358 6.817 6.692 0 -0.006 -0.012
Si 4.074 9.504 6.708 0.006 -0.012 0.001
Si 1.368 12.228 6.738 0.013 -0.005 -0.005
Si 4.097 14.961 6.796 -0.005 -0.004 0
Si 6.813 1.359 6.762 0.009 0.007 -0.006
Si 9.534 4.122 6.786 -0.02 0.005 0.003
Si 6.806 6.864 6.739 -0.016 -0.01 0.01
Si 9.499 9.51 6.744 0.02 0.011 -0.003
Si 6.766 12.217 6.764 -0.014 0.014 -0.007
Si 9.529 14.954 6.784 0.002 -0.006 0
Si 12.286 1.384 6.773 0.01 -0.008 -0.01
Si 14.984 4.14 6.737 -0.016 0.007 0.002
Si 12.254 6.805 6.748 0.009 -0.004 0.004
Si 14.944 9.524 6.728 -0.006 -0.012 -0.002
Si 12.22 12.223 6.74 0.006 -0.004 -0.002
Si 14.954 14.95 6.786 -0.001 0.021 -0.004
Si 16.321 2.764 8.12 0.007 -0.014 -0.005
Si 2.735 0.016 8.143 0.011 0.017 -0.002
Si 16.321 8.169 8.077 -0.008 0.005 0
Si 2.718 5.47 8.089 0.006 -0.013 -0.006
Si 0.015 13.585 8.119 0.004 -0.001 -0.006
Si 2.731 10.87 8.094 -0.009 0.005 -0.005
Si 5.455 2.739 8.111 0 -0.007 -0.009
Si 8.16 16.318 8.13 -0.022 -0.004 -0.006
Si 5.432 8.184 8.112 0.002 0.005 -0.003
Si 8.158 5.488 8.118 0.021 0.003 0
Si 5.442 13.59 8.142 -0.013 0.008 0.01
Si 8.151 10.874 8.114 -0.01 -0.012 0
Si 10.897 2.74 8.121 -0.002 0.015 -0.008
Si 13.615 16.329 8.14 0.002 -0.002 0.011
Si 10.877 8.16 8.105 -0.001 -0.022 -0.005
Si 13.615 5.467 8.119 0.004 0.003 0
Si 10.889 13.59 8.124 0.017 0.016 -0.004
Si 13.589 10.874 8.105 -0.014 0.003 -0.006
Si 1.376 4.114 9.471 -0.006 0.013 -0.004
Si 4.106 1.378 9.489 -0.003 0.002 0.002
Si 1.361 9.52 9.452 0.016 -0.012 -0.005
Si 4.079 6.814 9.467 -0.004 -0.007 0.004
Si 1.371 14.955 9.483 -0.013 0.005 -0.002
Si 4.078 12.228 9.482 0.016 0.013 0
Si 6.802 4.11 9.473 -0.009 -0.01 -0.001
Si 9.521 1.374 9.472 0.004 -0.016 -0.008
Si 6.798 9.527 9.484 -0.012 0.008 0.006
Si 9.527 6.82 9.495 -0.007 0.001 0.007
Si 6.803 14.96 9.492 0.003 -0.006 0.002
Si 9.512 12.239 9.475 0.009 0.009 -0.004
Si 12.245 4.109 9.476 0.029 -0.014 0.005
Si 14.973 1.387 9.477 -0.004 0.014 0.003
Si 12.232 9.523 9.473 -0.007 0.003 -0.003
Si 14.974 6.83 9.47 -0.001 -0.007 0.009
Si 12.244 14.957 9.477 -0.007 0.011 -0.001
Si 14.96 12.226 9.472 -0.001 -0.01 -0.001

Results
total energy: -115452.640 eV
total energy less fixed offsets of O -438.35, Si -107.03 eV per atom: 13.700 eV
